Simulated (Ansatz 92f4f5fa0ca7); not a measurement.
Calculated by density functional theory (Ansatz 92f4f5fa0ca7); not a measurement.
Periodic cell of 215 atoms, Si133O82, from a study of silicon, its oxide and their interface. The atomic structure is a simulated model.
Doubt: the cutoff is far below the 930 eV that the study's wrapper takes by default for these files, so forces and energies are approximate.
This geometry differs little from another in the collection (a relaxation step or a small displacement).

Settings
functional: PBE
potential files: Ansatz PAW
basis: plane waves
wave-function cutoff: 580 eV
density cutoff ratio: 5
exchange-correlation grid ratio: 1
k mesh: 1 x 1 x 1, Gamma-centred
self-consistency stop: 5e-08 eV per atom in the density residual
occupations: fixed
spin: none
net charge: 0

Cell vectors (angstrom)
a  10.938  0  0
b  0  10.938  0
c  0  0  31.9146

Atoms and the computed forces on them: element, x, y, z (angstrom), force x, y, z (eV/angstrom)
Si  0.4359  -0.4431  24.5612  0.1577  -0.0605  0.0624
Si  5.8232  -0.5566  24.5528  0.1168  -0.059  0.0661
Si  2.0176  3.3231  24.5407  -0.0981  0.0889  0.0042
Si  7.8187  3.0487  24.5232  -0.0379  0.0055  0.0237
Si  0.2919  5.1017  24.6404  0.0468  -0.0701  0.0217
Si  5.9677  4.7748  24.3986  0.0451  0.0032  -0.1085
Si  2.2302  8.8279  24.5565  -0.0651  0.0863  0.1094
Si  7.5398  8.6497  24.4124  -0.1329  0.0794  0.1007
Si  1.3147  1.4009  25.7848  -0.0243  -0.0031  0.0179
Si  6.7732  1.3195  25.733  -0.0175  0.0273  -0.0278
Si  4.052  4.0608  25.6645  -0.0333  0.0151  0.008
Si  9.503  4.0796  25.8592  -0.0185  -0.0136  0.0255
Si  1.3684  6.89  25.7169  0.0075  -0.0091  -0.0257
Si  6.7656  6.7425  25.6348  -0.031  0.013  0.0165
Si  4.0525  9.5705  25.8632  -0.0223  -0.0201  -0.0332
Si  9.4754  9.5368  25.6148  -0.0325  -0.0268  -0.01
Si  2.7312  0.0739  27.167  -0.0255  -0.0261  -0.069
Si  8.2192  0.0092  27.0894  -0.0446  -0.0137  0.0022
Si  -0.0469  2.7164  27.1846  0.0154  0.0238  -0.0776
Si  5.4091  2.7075  27.1083  0.0045  -0.0084  -0.0298
Si  2.7682  5.5137  27.0892  0.0083  -0.0451  -0.0259
Si  8.1742  5.5263  27.1375  0.0185  -0.0121  -0.0495
Si  -0.0608  8.2131  27.0828  0.0207  0.0053  -0.014
Si  5.4446  8.1306  27.1217  0.0506  0.0079  -0.0684
Si  4.1018  1.3673  28.4964  0.054  0.1907  0.6261
Si  9.5708  1.3673  28.4964  -0.252  -0.3168  0.4392
Si  1.3673  4.1018  28.4964  0.1465  0.1881  -0.2754
Si  6.8362  4.1018  28.4964  -0.2968  -0.0133  -0.2838
Si  4.1018  6.8362  28.4964  -0.0451  -0.1919  0.4422
Si  9.5708  6.8362  28.4964  -0.0341  0.1542  0.1582
Si  1.3673  9.5708  28.4964  -0.279  0.1163  -0.3077
Si  6.8362  9.5708  28.4964  0.0732  -0.2053  -0.4328
Si  0  0  29.8636  -0.0566  -0.0492  0.0343
Si  5.469  0  29.8636  -0.0653  0.0157  -0.031
Si  2.7345  2.7345  29.8636  0.0919  0.0155  0.0265
Si  8.2035  2.7345  29.8636  -0.0292  -0.0941  -0.0432
Si  0  5.469  29.8636  0.0301  0.0125  -0.0361
Si  5.469  5.469  29.8636  -0.0911  -0.0593  0.0364
Si  2.7345  8.2035  29.8636  0.0117  -0.0788  -0.051
Si  8.2035  8.2035  29.8636  0.0436  0.0118  0.0202
Si  1.3673  1.3673  31.2309  0.0005  0.047  -0.0377
Si  6.8362  1.3673  31.2309  0.0328  0.0403  -0.0193
Si  4.1018  4.1018  31.2309  -0.0202  0.0047  -0.0167
Si  9.5708  4.1018  31.2309  -0.0131  -0.008  -0.0346
Si  1.3673  6.8362  31.2309  -0.012  0.0493  -0.0215
Si  6.8362  6.8362  31.2309  0.0046  0.0014  -0.0348
Si  4.1018  9.5708  31.2309  -0.0254  0.0013  -0.0294
Si  9.5708  9.5708  31.2309  0.0021  0.0114  -0.0065
Si  2.7345  0  0.6835  0.0114  0.013  0.0217
Si  8.2035  0  0.6835  0.0122  -0.016  0.0233
Si  0  2.7345  0.6835  0.011  -0.0264  0.0171
Si  5.469  2.7345  0.6835  -0.0634  -0.0057  0.0139
Si  2.7345  5.469  0.6835  0.0128  -0.0201  0.0181
Si  8.2035  5.469  0.6835  0.0204  -0.0027  0.02
Si  0  8.2035  0.6835  0.0041  -0.0315  0.0188
Si  5.469  8.2035  0.6835  0.0164  -0.0414  0.0187
Si  4.1018  1.3673  2.0507  -0.008  0.0681  0.0072
Si  9.5708  1.3673  2.0507  -0.0005  0.094  0.0181
Si  1.3673  4.1018  2.0507  0.0206  -0.0106  -0.0095
Si  6.8362  4.1018  2.0507  0.0311  -0.0413  -0.021
Si  4.1018  6.8362  2.0507  -0.0082  0.0785  0.0157
Si  9.5708  6.8362  2.0507  -0.0087  0.0247  -0.0006
Si  1.3673  9.5708  2.0507  0.023  -0.0154  -0.0131
Si  6.8362  9.5708  2.0507  0.0255  0.0218  -0.0051
Si  0  0  3.418  0.0413  -0.1708  0.3343
Si  5.469  0  3.418  0.1535  -0.049  0.3256
Si  2.7345  2.7345  3.418  -0.0441  -0.0424  -0.7563
Si  8.2035  2.7345  3.418  -0.112  -0.0804  -0.4629
Si  0  5.469  3.418  -0.0156  -0.037  0.1757
Si  5.469  5.469  3.418  0.2283  0.0914  0.2988
Si  2.7345  8.2035  3.418  0.2489  0.2756  -0.4048
Si  8.2035  8.2035  3.418  0.082  0.126  -0.4178
Si  1.4302  1.3748  4.7607  -0.0129  -0.0419  0.0883
Si  6.9103  1.3564  4.803  -0.0057  -0.0066  0.0281
Si  4.0992  4.0417  4.7412  0.0413  0.0546  0.0895
Si  9.5225  4.0815  4.7681  0.0191  0.0459  0.0633
Si  1.4075  6.8723  4.7505  -0.0351  -0.0278  0.0825
Si  6.8855  6.8973  4.8082  -0.0346  -0.0344  0.1008
Si  4.1019  9.5518  4.8129  0.0107  0.0247  0.0228
Si  9.5468  9.5273  4.8168  -0.0086  0.0469  0.0795
Si  2.8307  0.0663  6.1979  0.0132  0.0287  -0.015
Si  8.2505  -0.009  6.2744  0.0063  -0.0197  0.0029
Si  -0.012  2.698  6.0688  0.026  0.0132  0.0027
Si  5.511  2.7316  6.1225  -0.0087  -0.0108  -0.0323
Si  2.8071  5.4954  6.0614  0.0252  0.0153  -0.0097
Si  8.275  5.5312  6.1932  0.0517  0.0203  -0.0181
Si  0.0601  8.2104  6.1765  0.0181  -0.0188  -0.028
Si  5.5361  8.2819  6.236  0.0323  0.0088  0.0097
Si  4.6892  0.9711  7.5238  0.0078  0.0155  -0.0037
Si  10.1628  0.8807  7.4431  0.0479  -0.0685  -0.0536
Si  0.9903  4.5058  7.1848  -0.0353  -0.0088  0.0503
Si  6.3859  4.6098  7.2811  -0.0519  0.028  0.0351
Si  4.5907  6.4224  7.356  0.0229  -0.0611  -0.0407
Si  10.2412  6.3177  7.4286  0.0542  -0.0638  -0.0427
Si  1.0318  10.0346  7.3819  -0.0492  0.0601  -0.0394
Si  6.4396  10.0702  7.6428  -0.0295  0.0096  -0.1207
O  10.2472  6.6262  9.0652  -0.0431  0.0058  0.0261
O  1.6107  9.5608  8.875  0.0004  -0.004  0.0593
O  6.8103  9.6577  9.2299  0.0336  -0.0215  0.1119
O  4.4179  1.6048  9.0455  -0.005  -0.0118  0.0201
O  9.8602  1.3062  9.0263  -0.0013  0.004  0.0757
O  1.4873  3.8254  8.6018  -0.0223  0.0387  -0.0197
O  4.0811  6.8822  8.8929  0.0064  0.0101  0.046
O  6.8242  4.0534  8.7822  -0.0129  0.0171  0.0255
O  10.598  5.6107  23.1841  0.0092  0.0073  -0.0129
O  8.4518  2.3745  23.1244  0.0175  -0.0062  -0.0274
O  5.6093  4.9407  22.7853  -0.0251  -0.0343  0.0606
O  11.4659  -0.1886  22.8963  0.0016  0.0324  -0.0553
O  7.357  8.4973  22.7365  -0.0004  -0.0225  -0.0681
O  2.5835  9.0948  22.9182  0.0222  0.0038  -0.0744
O  1.9299  3.1186  22.8939  0.0891  -0.0676  0.021
O  5.4527  10.3118  22.9129  -0.0182  -0.0051  -0.0415
Si  4.2681  7.2409  20.1664  0.0079  0.0024  -0.012
Si  13.4748  9.5358  19.271  0.0176  -0.0334  -0.0182
Si  1.7525  10.0825  10.4122  0.0018  0.0064  -0.0191
Si  12.8836  10.3994  22.1211  -0.0201  -0.0108  0.0992
Si  11.493  -0.0549  17.4552  0.0014  0.0008  0.0127
Si  1.996  3.8828  10.1251  0.0241  0.0133  -0.0673
Si  6.97  4.668  10.2741  0.0303  0.0246  -0.0604
Si  7.6986  9.447  10.6034  0.0012  -0.0067  -0.0544
Si  2.2893  6.3235  14.3431  -0.0088  0.0059  0.0019
Si  5.8589  8.6715  13.1479  -0.009  0.0129  0.0116
Si  11.2021  2.1185  19.7826  -0.0248  0.0072  0.0171
Si  10.2477  13.4233  13.1036  0.0018  0.0036  0.0083
Si  8.8208  9.7246  17.9394  -0.0041  0.0028  0.001
Si  9.3893  6.7005  10.4509  0.0069  0.0065  -0.0659
Si  2.6929  2.3551  21.6731  -0.0488  0.0514  0.0476
Si  0.1428  4.9384  19.1184  -0.0178  -0.0181  0.0118
Si  -4.6494  5.5883  18.9802  -0.0059  -0.0035  0.0218
Si  5.3532  5.6558  13.9106  -0.007  -0.0098  0.0088
Si  11.0921  5.1717  12.3131  -0.0004  -0.0045  0.0044
Si  14.835  2.7175  16.4201  0.0098  -0.0047  0.0061
Si  3.7032  1.4903  10.5126  0.0163  -0.0082  -0.0567
Si  7.7178  1.9277  14.7253  -0.0072  0.0036  0.0014
Si  -3.6814  11.5528  19.8107  0.0058  -0.0004  -0.0045
Si  1.3789  13.0815  15.2833  -0.0153  -0.0051  -0.0166
Si  12.7772  4.752  16.7335  -0.0054  0.0229  0.0069
Si  9.0263  7.0184  19.5261  -0.0222  -0.0204  -0.0013
Si  4.8374  4.6325  21.3816  0.0529  -0.007  0.0874
Si  8.8464  2.6324  21.5609  -0.0109  0.0197  0.0396
Si  6.2114  -1.6313  21.8426  0.0345  0.0034  0.0807
Si  6.6308  -0.7949  15.9366  -0.0065  0.0069  -0.0074
Si  9.9513  0.7319  10.5535  -0.0227  -0.0305  -0.041
Si  4.2122  6.0899  10.3158  -0.0092  -0.0378  -0.0614
Si  -0.8267  5.467  21.659  -0.0144  -0.023  0.0653
Si  5.8541  2.9236  12.3804  -0.0158  -0.0071  0.0171
Si  4.7454  0.3872  18.0806  0.0165  -0.0208  -0.0035
Si  6.5885  4.1059  16.183  0.0097  0.0309  0.0158
Si  3.0428  8.2246  12.3854  -0.0052  0.0376  -0.0032
O  8.368  5.4451  10.4657  -0.0295  -0.0096  -0.0052
O  3.8325  5.8434  14.4243  0.0019  -0.0053  -0.003
O  3.0174  2.1938  15.141  0.0015  0.0028  0.0018
O  5.4433  2.9444  16.0413  -0.0165  -0.0157  0.006
O  1.7025  6.1129  15.8416  0.009  -0.0125  0.0084
O  12.6095  -1.1786  17.9033  -0.0182  0.011  0.0062
O  0.2863  0.8786  18.7561  0.0013  -0.0253  -0.0014
O  5.787  5.7596  10.5529  0.0183  -0.0097  -0.0002
O  2.9334  11.7285  22.1269  -0.0277  -0.0088  -0.005
O  3.7697  12.544  17.6053  -0.0047  0.0158  0.002
O  2.2852  7.848  13.7895  -0.0023  -0.0153  0.0013
O  11.698  2.1033  13.7763  0.0079  -0.0054  0.0067
O  5.0285  6.6297  18.836  0.0161  -0.0073  0.0138
O  6.9354  10.2643  20.7501  0.01  0.0177  -0.0085
O  6.296  9.307  14.5829  0.0044  0.0053  0.0146
O  -0.6915  1.9082  21.101  0.0181  -0.0105  -0.0041
O  6.78  9.2314  11.9283  -0.0253  -0.0143  0.0315
O  6.33  5.3532  15.1747  0.0005  -0.0038  0.0031
O  5.9431  15.4718  20.1809  -0.0146  0.0385  0.0028
O  10.6183  3.385  18.9247  0.0018  0.0067  0.0128
O  5.2108  -2.6739  21.0638  -0.0251  -0.0194  0.0029
O  10.0386  1.9765  11.5798  0.0056  0.0188  0.0207
O  8.6362  10.7535  10.8574  0.0298  0.0315  -0.0047
O  5.2486  4.3282  12.9612  0.0037  0.0121  -0.01
O  4.0764  3.1836  21.4195  0.006  0.0149  0.0021
O  -1.9387  4.2662  21.4215  0.0109  0.0111  -0.001
O  -3.4472  6.5779  19.3867  0.0086  -0.0178  0.0253
O  12.6055  -0.9096  20.5647  0.0038  0.0097  -0.0054
O  8.4232  11.0667  18.783  0.0086  -0.0118  0.0114
O  5.2585  10.4808  16.7702  0.0121  -0.0028  0.0037
O  5.9457  7.031  13.2448  0.0065  -0.0129  -0.0114
O  13.8825  7.9866  19.5793  -0.0128  0.0228  0.0231
O  14.8634  10.3759  19.1105  0.0043  0.0177  0.013
O  6.9522  3.3798  11.2661  0.0024  -0.0013  -0.0126
O  4.327  9.14  12.7938  0.0048  -0.0049  -0.008
O  12.391  5.2017  18.2318  0.0215  -0.0023  -0.0068
O  6.6872  15.6544  17.6735  0.0013  -0.0024  0.0063
O  0.7859  4.4824  10.9918  -0.0028  0.0014  0.0272
O  10.3239  6.5243  11.7928  -0.0032  -0.002  -0.0044
O  9.9243  5.9786  18.6335  0.0058  0.003  0.0098
O  1.7882  -8.5494  20.315  0.0184  -0.0069  0.0295
O  7.395  0.5931  15.5775  -0.0084  -0.0155  0.0111
O  2.3421  2.379  10.6095  -0.0223  0.0078  0.0006
O  3.8636  5.933  21.0892  0.0061  0.0136  -0.0032
O  5.9681  1.0447  18.9187  -0.0147  -0.0012  0.0067
O  1.8944  8.85  11.445  0.0165  -0.0294  0.0059
O  -3.253  1.9566  20.6326  -0.0067  -0.0177  0.0052
O  9.1668  1.7375  14.041  -0.0034  0.0014  -0.003
O  9.191  8.5325  18.9867  -0.0025  0.0133  0.0101
O  0.4758  5.1629  20.7068  0.013  0.0089  -0.0387
O  7.6209  9.2743  16.9174  -0.0072  0.0039  0.0057
O  10.134  -0.8516  17.0517  0.0126  0.0013  0.0057
O  10.0765  4.1176  13.0474  -0.0073  -0.0109  -0.0135
O  6.5837  2.0879  13.5591  0.0095  -0.0057  0.0002
O  3.6112  6.9247  11.5641  -0.0073  0.0174  0.0173
O  3.1417  -0.0278  10.6562  -0.0055  -0.0056  0.0009
O  9.469  6.8726  21.105  -0.0183  0.0187  -0.0293
O  0.9817  11.7612  16.1531  0.0008  0.0009  0.0003
O  0.3759  10.8293  10.7951  -0.0013  -0.0045  -0.0017
O  1.3825  5.4496  13.3244  0.0091  0.0094  0.0008
O  8.6415  8.1336  10.4477  0.0157  -0.0229  0.0184
O  4.7336  1.9485  11.6935  0.0122  0.0109  0.0038
O  0.9391  3.5285  16.0809  0.0025  0.0005  0.0094
O  7.8895  3.2495  15.697  -0.0124  0.003  0.0066
O  3.3992  4.6918  10.2352  -0.0141  0.0004  -0.0062
O  14.2989  4.1831  16.8876  -0.0056  -0.0145  0.0122

Results
free energy: -131184.664 eV
free energy less fixed offsets of O -568.88, Si -635.61 eV per atom: -0.374 eV

The program warned: the cutoff lies below the one the program advises for these potential files; the forces do not sum to zero within the program's tolerance; the exchange-correlation potential is rough where the density is thin.
